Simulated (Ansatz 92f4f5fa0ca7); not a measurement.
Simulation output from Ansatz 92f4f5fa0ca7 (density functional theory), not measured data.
Periodic cell of 221 atoms, Si132O88H1, from a study of silicon, its oxide and their interface. The atomic structure is a simulated model.
Doubt: the cutoff is far below the 930 eV that the study's wrapper takes by default for these files, so forces and energies are approximate.
This geometry differs little from another in the collection (a relaxation step or a small displacement).

Settings
functional: PBE
potential files: Ansatz PAW
basis: plane waves
wave-function cutoff: 580 eV
density cutoff ratio: 5
exchange-correlation grid ratio: 1
k mesh: 1 x 1 x 1, Gamma-centred
self-consistency stop: 5e-08 eV per atom in the density residual
occupations: fixed
spin: none
net charge: +1 e, with a uniform compensating background and no finite-size correction

Cell vectors (angstrom)
a, 10.938, 0, 0
b, 0, 10.938, 0
c, 0, 0, 32.221

Atoms: element, x, y, z (angstrom)
Si, -0.2323, 0.2375, 24.6741
Si, 5.7156, -0.3414, 24.7347
Si, 2.5109, 2.8155, 24.7459
Si, 8.4619, 2.4753, 24.6789
Si, 0.1948, 4.9697, 24.6234
Si, 5.2309, 5.8037, 25.0213
Si, 2.9659, 7.9149, 24.7743
Si, 7.962, 8.389, 24.7665
Si, 1.3176, 1.3298, 26.0923
Si, 6.8491, 1.3178, 25.9968
Si, 4.0705, 4.0478, 26.0627
Si, 9.5629, 4.0178, 26.0846
Si, 1.2904, 6.7287, 25.9303
Si, 6.8331, 6.9308, 26.2429
Si, 4.0962, 9.5232, 26.0844
Si, 9.5647, 9.5805, 26.0172
Si, 2.735, -0.0125, 27.4236
Si, 8.2143, -0.0033, 27.4291
Si, 0.0033, 2.7153, 27.4796
Si, 5.4907, 2.7097, 27.3991
Si, 2.6991, 5.4483, 27.4118
Si, 8.2208, 5.4552, 27.4397
Si, 0.0063, 8.1777, 27.3637
Si, 5.4447, 8.2559, 27.535
Si, 4.1018, 1.3673, 28.8027
Si, 9.5708, 1.3673, 28.8027
Si, 1.3673, 4.1018, 28.8027
Si, 6.8362, 4.1018, 28.8027
Si, 4.1018, 6.8362, 28.8027
Si, 9.5708, 6.8362, 28.8027
Si, 1.3673, 9.5708, 28.8027
Si, 6.8362, 9.5708, 28.8027
Si, 0, 0, 30.17
Si, 5.469, 0, 30.17
Si, 2.7345, 2.7345, 30.17
Si, 8.2035, 2.7345, 30.17
Si, 0, 5.469, 30.17
Si, 5.469, 5.469, 30.17
Si, 2.7345, 8.2035, 30.17
Si, 8.2035, 8.2035, 30.17
Si, 1.3673, 1.3673, 31.5372
Si, 6.8362, 1.3673, 31.5372
Si, 4.1018, 4.1018, 31.5372
Si, 9.5708, 4.1018, 31.5372
Si, 1.3673, 6.8362, 31.5372
Si, 6.8362, 6.8362, 31.5372
Si, 4.1018, 9.5708, 31.5372
Si, 9.5708, 9.5708, 31.5372
Si, 2.7345, 0, 0.6835
Si, 8.2035, 0, 0.6835
Si, 0, 2.7345, 0.6835
Si, 5.469, 2.7345, 0.6835
Si, 2.7345, 5.469, 0.6835
Si, 8.2035, 5.469, 0.6835
Si, 0, 8.2035, 0.6835
Si, 5.469, 8.2035, 0.6835
Si, 4.1018, 1.3673, 2.0507
Si, 9.5708, 1.3673, 2.0507
Si, 1.3673, 4.1018, 2.0507
Si, 6.8362, 4.1018, 2.0507
Si, 4.1018, 6.8362, 2.0507
Si, 9.5708, 6.8362, 2.0507
Si, 1.3673, 9.5708, 2.0507
Si, 6.8362, 9.5708, 2.0507
Si, 0, 0, 3.418
Si, 5.469, 0, 3.418
Si, 2.7345, 2.7345, 3.418
Si, 8.2035, 2.7345, 3.418
Si, 0, 5.469, 3.418
Si, 5.469, 5.469, 3.418
Si, 2.7345, 8.2035, 3.418
Si, 8.2035, 8.2035, 3.418
Si, 1.3583, 1.37, 4.8264
Si, 6.8318, 1.3677, 4.857
Si, 4.1933, 4.0006, 4.6849
Si, 9.5289, 4.1133, 4.8047
Si, 1.328, 6.9088, 4.7444
Si, 6.871, 6.8277, 4.7381
Si, 4.0674, 9.6191, 4.8381
Si, 9.5702, 9.5858, 4.7949
Si, 2.7202, 0.0471, 6.3364
Si, 8.2298, 0.0093, 6.2264
Si, -0.0702, 2.7363, 6.1677
Si, 5.44, 2.7165, 6.2758
Si, 2.853, 5.501, 5.7856
Si, 8.2069, 5.5191, 6.2018
Si, 0.0195, 8.2763, 6.2198
Si, 5.5349, 8.2293, 6.0509
Si, 3.6566, 1.8308, 7.6668
Si, 9.8317, 1.0937, 7.6043
Si, 1.536, 4.1691, 7.0827
Si, 6.5928, 4.362, 7.495
Si, 4.4063, 6.5396, 7.1681
Si, 9.2917, 7.2115, 7.4908
Si, 1.1616, 9.7939, 7.6814
Si, 7.0065, 9.3628, 7.4803
O, 1.4515, 3.97, 24.2368
O, 6.8332, 9.4825, 24.2175
O, 2.5346, 3.0173, 7.6766
O, 8.1273, 8.2658, 7.9905
O, 5.4373, 5.4777, 7.9423
O, 0.0229, -0.0086, 8.1593
O, 4.1277, 6.8215, 24.302
O, 9.5963, 1.3715, 24.1483
O, 1.8182, 9.1213, 9.0867
O, 1.0948, 5.2756, 8.251
O, 9.063, 1.7008, 8.9746
O, 6.2608, 9.9048, 8.8778
O, 3.735, 1.6912, 9.3588
O, 3.4735, 7.275, 8.2741
O, 7.2101, 3.6852, 8.9009
O, 9.9369, 6.7769, 8.9689
O, 2.9796, 1.9734, 23.3786
O, 5.0446, 0.2633, 23.3443
O, 7.8953, 3.2567, 23.303
O, 10.3395, 5.05, 23.1694
O, 8.6688, 7.6147, 23.4814
O, 2.3996, 8.6416, 23.4067
O, 6.3178, 5.2823, 23.9061
O, 0.5039, 10.5667, 23.311
Si, 2.9665, 8.0451, 9.5749
Si, 9.9546, 0.2332, 13.0911
Si, 14.7438, 5.6471, 13.3357
Si, 4.451, 1.6544, 22.7479
Si, 8.5767, 2.342, 20.2461
Si, 10.1901, 4.9444, 21.5485
Si, 1.2101, 9.315, 22.5328
Si, 13.1036, 4.5823, 20.1949
Si, 1.964, 5.3755, 11.0116
Si, -2.0211, 10.1342, 20.1422
Si, 4.4632, 6.6387, 15.9988
Si, 7.4426, 9.4071, 12.7258
Si, 5.6563, 9.5819, 10.3419
Si, 5.4074, 2.9693, 12.6719
Si, 3.1033, 12.5395, 15.9854
Si, 2.665, 9.3749, 19.7782
Si, 5.3007, 3.832, 15.4897
Si, 3.3087, 2.6375, 10.6215
Si, 4.9457, 11.0009, 12.725
Si, 6.4916, 4.0142, 22.9341
Si, 13.1166, 0.7227, 13.0169
Si, 8.6818, 3.2239, 9.434
Si, 9.6055, 14.0151, 17.4286
Si, 12.2416, 2.4586, 18.3736
Si, 8.2274, 4.5378, 15.1922
Si, 4.6688, -0.0842, 18.0081
Si, 5.0087, 4.8233, 20.4235
Si, 7.2761, 7.6059, 15.2682
Si, 14.5556, 6.7065, 18.8804
Si, 9.4282, 7.7928, 22.0459
Si, 18.2847, 9.7123, 17.4377
Si, 10.7479, 5.4045, 9.2413
Si, 5.5229, 13.019, 19.9426
Si, 0.3961, -0.5697, 18.4225
Si, 9.5572, 11.2196, 16.1618
Si, 8.6087, 3.1048, 12.5672
O, 6.9859, 13.9213, 12.6331
O, 6.9959, -8.7192, 20.6384
O, 11.7151, 0.9765, 18.7816
O, 4.7932, 4.1918, 13.8063
O, 2.1059, 2.4122, 16.9601
O, 9.7776, 10.7757, 14.6385
O, 5.5168, 1.1842, 18.5827
O, 3.3849, 10.5062, 12.9526
O, 2.5263, 4.0262, 10.2664
O, 0.3389, 5.3357, 10.8009
O, 5.1031, 3.556, 19.3966
O, 9.4045, 3.5765, 20.9786
O, 15.7309, 6.3971, 12.3084
O, 1.6949, 9.4154, 18.456
O, 0.0749, 8.1791, 22.2239
O, 13.3822, 5.5679, 18.8949
O, 16.662, -1.1524, 17.3757
O, 10.6244, 10.3014, 16.969
O, 4.4998, 1.5633, 21.1124
O, 2.4617, 5.1789, 12.5901
O, 6.2571, 4.7211, 21.4597
O, 8.65, 9.063, 21.3351
O, 8.0175, 10.954, 16.6153
O, 3.1922, 7.859, 19.9295
O, 15.9881, 6.1404, 19.4517
O, 4.9409, 12.5215, 13.3369
O, 8.8531, 10.1801, 12.3403
O, 8.9701, 4.1527, 13.7792
O, 6.208, 10.2575, 13.4572
O, 7.7499, 8.2588, 13.8456
O, 7.8013, 8.3473, 16.6235
O, 4.2477, 8.7685, 10.2958
O, 4.7069, 3.2556, 11.2751
O, 5.3186, 10.9954, 11.1322
O, 4.434, 13.4941, 15.8412
O, 3.9191, 10.3066, 19.336
O, 6.8818, 3.5694, 15.3501
O, 13.0816, 3.0448, 19.6255
O, 0.6435, 11.0907, 12.7625
O, -1.5398, 6.3633, 21.1935
O, 5.6343, 7.549, 15.3366
O, 5.02, 5.1374, 16.3773
O, 3.7938, 7.252, 17.3307
O, 0.073, 3.4967, 18.116
O, 11.7035, 4.9466, 20.9134
O, 7.8131, 6.0885, 15.1731
O, 5.3348, 2.9264, 23.2381
O, 12.8662, 9.8539, 21.1457
O, 9.0634, 11.7277, 20.5488
O, 2.4914, 1.8078, 11.8041
O, 2.3313, 1.3462, 14.5534
O, 9.1014, 4.3348, 16.5337
O, 3.6464, 0.2728, 16.7624
O, 9.4456, 12.6896, 12.8315
O, 10.3598, -1.2066, 19.5341
O, 7.7843, 9.8204, 18.9966
O, 14.4468, 15.6935, 21.1476
O, 6.7598, -2.1247, 11.3405
O, 14.363, 6.3443, 14.7472
O, 2.424, 6.8834, 10.598
O, 9.8106, 4.1712, 8.7686
O, 8.8637, 3.5242, 11.0325
O, 9.8469, 1.8655, 16.3573
O, 8.5929, 2.6333, 18.6201
H, 16.465, 6.9851, 12.5681

Results
free energy: -133980.438 eV
free energy less fixed offsets of H -15.97, O -568.88, Si -635.61 eV per atom: -2.508 eV

Forces (eV/angstrom), in the order of the atoms: element, x, y, z
Si, -0.0005, 0.0004, -0.0027
Si, 0.0008, -0.0009, -0.002
Si, -0.0005, 0.0011, -0.0026
Si, 0.0005, -0.0022, -0.0037
Si, 0.0005, -0.0009, -0.0031
Si, -0.0022, 0.0008, -0.0013
Si, 0.0003, -0.0018, -0.001
Si, -0.0004, 0.0008, -0.0037
Si, -0.0005, -0.0004, 0.0012
Si, 0.0007, 0.0004, -0.0005
Si, 0, 0.0006, -0.0011
Si, 0.0015, -0.0001, 0.001
Si, 0.0008, 0.001, -0.0004
Si, 0, 0.0011, -0.0004
Si, -0.0013, -0.0003, 0.0008
Si, 0.0002, 0, 0.0002
Si, 0.0003, -0.0003, -0.0022
Si, 0.0001, 0.0005, 0.0006
Si, -0.0005, 0, -0.0001
Si, -0.0003, 0.0001, -0.0009
Si, 0.0007, 0.0004, 0.0005
Si, 0.0001, 0.0002, -0.0004
Si, -0.0004, -0.0005, -0.0013
Si, -0.0005, -0.0007, -0.0008
Si, 0.0871, -0.0293, -0.1905
Si, -0.1067, -0.125, 0.2382
Si, -0.0184, 0.046, 0.2134
Si, 0.0242, -0.1518, -0.1395
Si, -0.3438, -0.1853, 0.0868
Si, 0.1954, 0.0228, -0.1755
Si, -0.0212, -0.2649, -0.2928
Si, 0.179, 0.4667, 0.4765
Si, -0.1114, -0.002, -0.0211
Si, 0.1306, 0.012, 0.044
Si, -0.0365, 0.0894, -0.0401
Si, 0.0022, -0.0489, 0.0205
Si, 0.0558, -0.0273, 0.0017
Si, -0.0918, -0.0224, -0.0464
Si, -0.0183, -0.1034, 0.0048
Si, -0.0474, 0.0518, -0.0365
Si, 0.0804, -0.0286, -0.0202
Si, -0.0803, 0.054, -0.0019
Si, 0.0399, -0.056, -0.0047
Si, -0.0119, 0.0674, -0.0368
Si, -0.022, 0.0362, -0.0193
Si, 0.0276, -0.0248, -0.0159
Si, -0.0386, 0.0035, -0.0356
Si, 0.046, -0.0573, -0.0009
Si, 0.016, -0.0275, 0.009
Si, -0.0356, 0.0299, 0.0051
Si, -0.0503, 0.0356, 0.0048
Si, 0.0298, 0.0356, 0.0412
Si, -0.0299, 0.0316, 0.0044
Si, 0.023, -0.078, 0.0154
Si, 0.0272, -0.0451, 0.0327
Si, -0.0103, 0.0184, 0.0162
Si, -0.1068, -0.0086, -0.0497
Si, 0.0612, -0.0199, 0.0692
Si, 0.0601, -0.0016, 0.0701
Si, -0.0095, 0.0899, -0.0815
Si, 0.0168, -0.0529, 0.0865
Si, -0.0192, 0.05, -0.0497
Si, 0.0756, 0.0461, -0.0459
Si, 0.0398, -0.0467, 0.0611
Si, 0.1001, 0.0422, 0.0839
Si, -0.0745, 0.1279, 0.4019
Si, -0.1067, -0.5262, -0.2573
Si, -0.3424, 0.0737, 0.2253
Si, -0.2319, 0.0144, 0.1197
Si, 0.4404, -0.1526, -0.4607
Si, -0.0947, 0.5907, -0.0558
Si, 0.3065, 0.043, -0.2221
Si, -0.0027, -0.0011, 0.0006
Si, -0.0022, -0.0002, 0.0016
Si, -0.0002, -0.0016, 0.0017
Si, -0.0008, 0.003, -0.0008
Si, 0.0016, 0.0001, 0.0026
Si, -0.0008, -0.0004, -0.0015
Si, 0.0005, 0.0002, -0.0006
Si, 0.0006, 0, 0
Si, -0.0004, 0.0011, 0.0003
Si, -0.0001, -0.0002, -0.0032
Si, 0.0008, -0.0042, 0.0005
Si, 0.0019, 0.0009, -0.0023
Si, -0.0017, 0.0004, -0.0028
Si, -0.0006, -0.0018, 0.0018
Si, 0.0015, 0.0019, -0.0016
Si, 0, 0.0006, 0.0003
Si, -0.0002, 0.0032, 0.0022
Si, 0.0025, -0.0006, 0.0039
Si, 0.004, 0.0034, 0.0023
Si, 0.0003, -0.001, 0.0024
Si, 0.0039, -0.0048, 0.004
Si, -0.0002, -0.0017, 0.0038
Si, -0.0027, 0.0014, 0.0014
Si, 0.0006, -0.0019, 0.0073
O, 0.0002, -0.0003, 0.0005
O, 0.0016, -0.0015, 0.0009
O, -0.0026, -0.003, 0.0004
O, -0.0026, 0.0018, -0.0032
O, -0.0005, 0.0039, -0.0028
O, 0.0013, 0.0009, 0.0003
O, 0.0007, -0.0001, 0.0016
O, -0.0007, 0.0006, 0.0008
O, -0.0008, 0.0004, -0.0023
O, -0.0004, 0, -0.0012
O, 0.0007, -0.0008, -0.0023
O, 0.0002, 0, -0.0038
O, -0.0004, -0.0009, -0.0013
O, -0.0001, -0.0003, -0.0019
O, -0.0002, 0.001, -0.0003
O, 0.0009, -0.0007, -0.0009
O, -0.0003, 0.0005, 0.0006
O, 0.0008, -0.0003, 0.0007
O, 0.0009, -0.0009, 0.0015
O, 0.0007, 0.0005, 0.0018
O, -0.0018, 0.0008, 0.0023
O, 0.0006, -0.0003, -0.0002
O, -0.001, 0.0012, 0.001
O, -0.001, 0.0009, 0.001
Si, -0.0019, 0.0011, 0.0012
Si, -0.0001, -0.0035, 0.0005
Si, -0.0109, 0.0009, -0.0067
Si, -0.0002, 0.0003, 0.0015
Si, 0.0008, -0.0011, 0.0013
Si, 0.0002, 0, 0.0004
Si, 0.0001, -0.0003, 0.0011
Si, 0.0002, 0.0002, 0.0023
Si, 0, -0.0016, 0.0004
Si, 0.0002, 0.0003, 0.001
Si, 0.0049, 0.006, 0.0033
Si, -0.0008, -0.0008, -0.0005
Si, 0.0011, 0.0015, 0.0003
Si, 0.0088, 0.0042, -0.009
Si, -0.0044, -0.0017, 0.0008
Si, 0.0002, 0.0001, 0.0011
Si, 0.014, -0.0021, 0.0083
Si, -0.0002, 0.0007, -0.0033
Si, -0.0026, 0.0019, -0.0019
Si, -0.0007, -0.001, -0.0003
Si, -0.0016, -0.0029, -0.002
Si, -0.0007, 0.0011, -0.0033
Si, 0.0005, -0.0013, -0.0002
Si, -0.0018, -0.0004, 0.0017
Si, 0.0032, 0.0023, -0.0012
Si, 0.0007, -0.0017, 0.001
Si, -0.0006, 0.0007, 0.0027
Si, 0.0019, 0.0019, -0.002
Si, -0.0006, 0, 0.0026
Si, 0, 0.001, 0.0001
Si, 0.0006, -0.0003, -0.0003
Si, -0.0001, 0.0003, -0.0007
Si, 0.0004, -0.0001, 0.002
Si, -0.0007, -0.0002, 0.0002
Si, 0.0002, -0.0008, -0.0007
Si, 0.0033, -0.0059, 0.0025
O, -0.0047, -0.001, 0.0038
O, -0.0008, 0.0003, -0.0016
O, 0.0006, 0.0008, -0.0009
O, 0.003, 0.001, -0.0062
O, 0.0009, 0.0008, -0.0009
O, 0.0003, 0, 0.0006
O, 0, 0.0003, -0.0009
O, -0.0026, -0.0014, -0.0002
O, -0.0005, -0.0009, -0.0009
O, 0.0011, 0.0005, 0.0007
O, 0, -0.0004, -0.0011
O, 0, 0.0005, -0.0008
O, 0.2682, 0.1834, 0.1007
O, 0.0002, -0.0001, -0.0003
O, 0.0003, 0.0002, -0.0007
O, 0.0003, 0.0001, -0.0012
O, -0.0004, 0.0003, 0
O, 0.0001, 0.0001, 0.0002
O, 0.0001, 0, -0.0015
O, -0.0145, -0.0016, 0.0027
O, 0.0003, -0.0002, -0.0004
O, 0.0004, -0.0006, -0.0006
O, -0.0001, 0.0001, 0.0003
O, 0.0001, -0.0001, -0.0012
O, 0.0004, -0.0003, -0.0015
O, -0.002, 0.0011, 0.0036
O, -0.0006, -0.0001, 0.0002
O, -0.0011, 0.0002, -0.0004
O, 0.0008, 0.0008, 0.0015
O, 0.0004, -0.0001, 0.0003
O, -0.0004, 0, 0.0002
O, -0.0001, -0.0004, 0.0019
O, -0.003, -0.0021, 0.001
O, 0, -0.001, 0
O, -0.0035, 0.004, -0.0021
O, 0.0001, -0.0001, -0.0005
O, -0.0047, -0.0024, 0.0025
O, 0.0002, 0, -0.0005
O, 0.0013, 0.0018, 0.0003
O, 0.0003, 0.0001, -0.0004
O, -0.0034, -0.0018, 0.0011
O, -0.0021, -0.0035, -0.0032
O, -0.0002, -0.0016, -0.001
O, 0.0007, 0, -0.0009
O, -0.0004, 0.0002, -0.0006
O, -0.0004, -0.0009, 0.0001
O, 0.0006, 0.0005, -0.0002
O, -0.0001, 0.0001, -0.0004
O, 0, 0.0003, -0.0006
O, -0.0008, 0.0013, 0.0009
O, 0.0014, 0.0028, 0.0017
O, -0.0005, -0.0002, 0.0003
O, 0.0011, 0.0004, 0.0003
O, -0.001, 0.0027, 0.0006
O, 0, 0.0003, -0.0004
O, 0, -0.0001, -0.0004
O, 0.0002, -0.0001, -0.0012
O, -0.0001, -0.0002, -0.0012
O, -0.0049, -0.0043, -0.0026
O, 0.0012, 0.0003, 0.0018
O, -0.0002, -0.0004, 0.0001
O, -0.0012, 0.0019, 0.0007
O, 0.0005, 0.0006, -0.0003
O, 0.0001, 0.0002, -0.0002
H, -0.2469, -0.1724, -0.0972

The program warned: the cutoff lies below the one the program advises for these potential files; the forces do not sum to zero within the program's tolerance; the exchange-correlation potential is rough where the density is thin.
